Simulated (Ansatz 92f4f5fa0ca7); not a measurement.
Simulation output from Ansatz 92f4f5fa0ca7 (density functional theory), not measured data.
Periodic cell of 189 atoms, Si117O72, from a study of silicon, its oxide and their interface. The atomic structure is a simulated model.

Settings: functional r2SCAN; potential files Ansatz norm-conserving; basis plane waves; wave-function cutoff 1300 eV; density cutoff ratio 4; exchange-correlation grid ratio 1; k mesh 2 x 2 x 1, shifted by 0.5 0.5 0.5 of a step; self-consistency stop 5e-08 eV per atom in the density residual; occupations Fermi-Dirac, 0.05 eV; spin none; net charge 0.

Cell vectors (angstrom)
a 11.5403 0 0
b 0 11.5403 0
c -0.1843 -1.2021 25.1611

Atoms and the computed forces on them: element, x, y, z (angstrom), force x, y, z (eV/angstrom)
Si 0.0982 9.1547 0.0946 -0.091 -0.1367 -1.0586
Si 0.055 0.6215 -0.5819 0.0708 -0.2835 -0.7559
Si 0.155 6.1319 -0.5787 -0.1365 0.434 -0.6504
Si 3.8531 10.0662 -0.4648 -0.2308 0.2428 -0.7741
Si 3.9883 1.4836 0.1397 0.0846 0.0538 -0.8273
Si 4.4229 4.4504 -0.7447 0.3503 -0.5772 0.3989
Si 7.7822 -2.2294 -0.295 0.1135 0.1045 -0.1677
Si 7.6328 1.0289 -0.4567 -0.0378 -0.1687 -0.3237
Si 7.9093 6.0824 -0.4416 -0.0873 0.0968 -0.1512
Si 2.1611 -2.2357 1.0843 0.1347 0.0818 -0.1963
Si 1.8559 1.38 0.948 -0.239 -0.0965 -0.0835
Si 2.228 5.4011 0.526 -0.2935 -0.0805 -0.3256
Si 5.7659 -2.2987 0.8305 -0.2273 0.1158 -0.1016
Si 6.0052 1.4496 1.2057 0.0299 0.0621 -0.0593
Si 5.9811 5.378 0.8905 0.1759 0.0217 -0.3006
Si 9.6141 -2.3129 1.1659 0.1158 -0.0504 -0.2063
Si 9.6977 1.3989 0.6762 0.076 0.0116 -0.1039
Si 9.839 5.5436 0.8325 -0.0385 0.1335 -0.1942
Si 2.0171 -0.3916 2.4437 -0.0939 0.0757 0.299
Si 1.9864 3.4808 2.0827 0.1307 -0.0399 -0.0801
Si 2.1964 7.2317 2.1939 0.1039 -0.0637 -0.0963
Si 5.8808 -0.5173 2.3896 -0.0577 0.0491 0.2004
Si 6.0414 3.4807 2.3342 0.1776 -0.035 0.052
Si 5.7995 7.3131 2.2532 -0.0143 -0.0529 -0.1141
Si 9.7069 -0.3231 2.3096 -0.0168 -0.0121 0.2072
Si 9.8031 3.4254 2.0363 -0.0861 -0.0276 -0.2588
Si 9.741 7.275 2.3839 -0.0806 0.0684 0.26
Si 0.0663 -0.4209 3.6912 -0.0064 0.0739 -0.0136
Si 0.1127 3.4253 3.5265 0.0449 0.1206 0.0112
Si 0.2093 7.2996 3.6013 -0.1138 -0.0102 -0.0663
Si 3.9654 -0.4209 3.7258 0.05 -0.0195 -0.0308
Si 3.9702 3.4038 3.5355 -0.0406 0.0675 -0.1438
Si 3.9762 7.2721 3.7129 0.0044 -0.0202 0.0391
Si 7.8265 -0.4389 3.6889 0.0372 0.0373 -0.0483
Si 7.9894 3.4037 3.5983 -0.1247 0.0823 0.0798
Si 7.777 7.2972 3.6502 0.0911 -0.1978 -0.0224
Si 0.1232 -2.331 5.025 0.0699 0.0811 0.021
Si 0.1237 1.5041 4.9899 0.0067 -0.0757 -0.034
Si 0.1246 5.3428 4.9033 0.0074 -0.058 -0.076
Si 3.9712 -2.3191 5.0775 -0.0759 0.0707 0.0642
Si 3.9935 1.5103 5.0124 0.054 -0.0983 0.1013
Si 3.9907 5.285 4.9685 -0.01 0.0673 0.007
Si 7.8555 -2.3286 5.0479 0.0042 0.0882 -0.0079
Si 7.8735 1.4817 5.0114 -0.0356 -0.0463 -0.0154
Si 7.8937 5.3269 4.9362 -0.0965 -0.0005 -0.0315
Si 2.0235 -2.2866 6.4066 -0.0087 -0.0028 -0.0212
Si 2.0398 1.4378 6.3606 -0.0032 0.0805 -0.0479
Si 2.0189 5.3038 6.2726 -0.1206 -0.0371 -0.1587
Si 5.9373 -2.2906 6.399 0.0159 -0.0191 -0.0479
Si 5.9491 1.4453 6.3653 -0.0137 0.1478 -0.0478
Si 5.9729 5.2882 6.2664 0.1717 -0.1317 -0.1711
Si 9.7663 -2.3018 6.4285 -0.0084 -0.1466 0.0876
Si 9.7742 1.4324 6.4073 -0.019 0.037 0.085
Si 9.7841 5.3323 6.3248 -0.0293 0.1429 0.0329
Si 2.0134 -0.4147 7.8881 0.0091 -0.0221 0.0213
Si 2.0026 3.3866 7.6158 0.0568 -0.1013 0.0645
Si 1.9978 7.2457 7.5785 -0.0369 0.1214 0.0205
Si 5.9689 -0.4157 7.879 -0.0085 0.0028 0.0169
Si 5.9935 3.3874 7.6232 -0.0676 -0.0872 0.0747
Si 5.9884 7.236 7.561 -0.0183 0.1059 0.0149
Si 9.7694 -0.425 7.9501 0.0469 0.0385 0.0269
Si 9.7918 3.3844 7.6775 -0.0603 -0.1232 0.0159
Si 9.7511 7.2668 7.6642 0.047 0.0899 0.0254
Si 0.1314 -0.4015 9.4352 -0.0524 -0.01 0.1392
Si 0.1433 3.3164 9.068 -0.0087 -0.1134 -0.1426
Si 0.1185 7.3037 8.999 -0.05 0.0951 -0.1838
Si 3.9978 -0.4401 9.1888 -0.0083 0.0662 0.2105
Si 3.9954 3.4087 8.8034 -0.0313 -0.1457 -0.3987
Si 4.0025 7.1835 8.7381 0.0542 0.1166 -0.4008
Si 7.8542 -0.4308 9.4266 0.0257 -0.0066 0.1538
Si 7.8841 3.3216 9.0309 0.0294 -0.0904 -0.1538
Si 7.8406 7.3104 9.0158 0.0207 0.1064 -0.1564
Si 0.0694 -2.5262 10.6502 0.0208 -0.1049 0.1697
Si 0.1388 1.6678 10.8308 0.1393 0.1624 0.1491
Si 0.1617 5.3278 10.1754 -0.0244 0.069 0.2366
Si 4.012 -2.6314 10.2169 0.0662 -0.0432 -0.1297
Si 3.9994 1.7062 10.3251 0.0249 -0.0104 -0.0245
Si 3.9932 5.3152 10.0555 0.0071 0.0449 0.1381
Si 7.8294 8.9969 10.7223 -0.1366 -0.1299 0.1099
Si 7.9174 1.6577 10.757 -0.0682 0.1278 0.1243
Si 7.8426 5.3177 10.1608 -0.0409 -0.0173 0.2064
Si 2.1632 8.4445 11.5557 -0.028 -0.3002 0.6214
Si 2.2583 2.3065 11.8078 0.0675 0.3389 0.5656
Si 2.1251 5.3777 11.397 -0.0467 -0.0003 1.0623
Si 5.7458 8.3184 11.7232 -0.0273 -0.2255 0.6427
Si 5.827 2.2362 11.7166 -0.1573 0.3231 0.6008
Si 5.8773 5.2832 11.3744 0.0602 -0.032 1.0876
Si 9.7334 8.3616 12.1186 0.0717 -0.2679 0.6002
Si 9.7688 2.3634 12.2765 -0.0299 0.3507 0.5087
Si 9.7653 5.3457 11.425 0.0341 0.0368 0.9814
Si 2.446 8.2981 15.9959 -0.2452 -0.0932 0.4205
Si 7.1087 6.9288 16.346 -0.011 -0.1545 0.0882
Si -1.2783 10.9293 16.9862 0.1454 -0.01 0.2259
Si 9.1202 -1.0407 19.8762 -0.0165 0.0378 -0.1442
Si 11.0186 4.5654 21.4552 0.0791 0.0642 -0.3744
Si -0.0341 -4.754 16.5692 0.0609 -0.0258 0.2274
Si 2.196 0.2805 20.2449 -0.0026 0.0769 -0.2739
Si 7.8244 7.7618 19.3871 0.0289 0.0033 -0.0929
Si -2.1721 -3.1455 15.2194 -0.1362 -0.2387 0.5271
Si 3.2719 2.076 16.4208 -0.1586 0.1312 0.1947
Si 4.1851 4.812 19.5203 -0.0764 -0.0461 -0.115
Si -1.6437 2.1657 15.4964 0.094 0.1343 0.5547
Si 13.4392 -0.516 17.2887 -0.017 -0.0065 0.0427
Si 4.1249 1.0162 13.8859 -0.0401 0.342 0.3791
Si 4.445 6.8134 17.3937 -0.0397 -0.0539 -0.2075
Si 0.0891 -1.0304 21.5608 -0.0378 -0.0186 -0.4621
Si 2.8452 -2.1532 21.743 0.0479 0.1595 -0.2928
Si 0.8685 3.6869 16.7017 0.1171 0.1841 0.1343
Si 7.7068 1.5514 20.102 0.1464 -0.3094 -0.4416
Si 1.5961 3.1868 19.7219 0.0332 -0.0748 -0.2528
Si 9.1556 3.9306 19.4411 -0.0221 -0.061 -0.2426
Si 5.5279 2.55 18.376 -0.0542 -0.1077 -0.0927
Si 7.6407 4.0097 16.9401 -0.1843 0.1971 0.0025
Si 3.8327 9.561 13.6894 -0.0396 -0.2565 0.2715
Si 4.9474 7.5511 20.1542 0.0813 0.056 -0.2249
Si 10.5818 6.2947 19.3566 0.1309 0.2796 -0.1705
Si 6.8173 2.55 22.9306 0.2607 -0.0665 -0.2685
O 4.4769 6.0361 20.5435 0.0769 0.0473 -0.2385
O 0.1482 7.7836 -0.8454 0.0913 -0.3513 0.6831
O 0.1406 1.0029 -2.1926 -0.0072 -0.1009 0.4616
O 11.325 7.1455 18.1797 -0.1381 -0.2569 -0.0779
O 3.8956 2.8761 -0.7475 0.2376 0.6136 0.2688
O 9 2.3093 19.4087 -0.2328 0.2408 0.2307
O 8.2244 0.1071 20.5812 0.0414 0.1097 -0.0477
O 2.4528 1.875 20.1707 -0.1398 -0.0635 0.0318
O 5.4646 4.3107 -2.0559 -0.3041 0.0711 0.3836
O 7.5222 5.3772 16.0845 -0.0444 0.0986 0.2017
O 0.6064 0.1175 20.5315 0.1563 -0.2876 0.2885
O 7.7218 -0.6033 -1.0017 -0.0203 -0.2712 0.4791
O 7.8594 -3.8348 -0.9854 -0.0747 -0.0114 0.4188
O 3.9683 8.6245 20.8448 -0.128 0.0222 0.174
O 10.2173 -1.5722 20.9579 0.1963 0.1729 0.1158
O -1.796 11.0757 18.5069 -0.0503 -0.1413 0.0482
O 2.1625 6.8635 12.2237 -0.025 0.299 -0.8904
O 4.0973 2.0293 17.8189 0.1057 0.1281 -0.1942
O 9.714 1.944 13.8877 0.0174 0.0622 -0.7316
O 3.3715 8.3731 14.6908 0.148 0.4035 -0.2143
O 5.4964 7.0207 16.187 0.1461 -0.0513 0.2675
O -1.7248 0.6963 16.1632 0.0664 0.1212 -0.1599
O 5.2756 9.1889 13.0388 -0.1327 -0.1737 -0.1181
O -1.8788 -1.9239 16.2517 0.0005 -0.1714 -0.2572
O 5.8241 3.8506 12.2675 0.0562 -0.3792 -0.8556
O 5.459 1.2495 12.9898 -0.012 0.2193 -0.1185
O 6.2523 3.1835 17.0571 0.098 0.0117 0.253
O 9.7635 4.0237 12.4246 0.0088 -0.492 -0.5549
O 1.2062 -2.2552 21.5135 0.152 0.2399 0.23
O 4.0065 -0.5249 14.3516 0.0112 -0.0596 -0.1493
O 9.7613 6.715 12.3626 -0.0279 0.3523 -0.5871
O 0.3211 10.7918 17.1073 -0.0346 0.0501 0.0152
O 0.8871 7.9001 15.8162 0.2354 0.0271 -0.0335
O 5.1808 3.5424 19.6332 -0.0738 0.0997 -0.1931
O 7.1753 2.3921 21.3632 -0.1415 -0.0323 0.4493
O 7.7935 7.9557 15.2979 0.2446 0.0014 -0.0048
O 2.735 1.4253 13.1206 0.082 0.2291 -0.0354
O 9.4424 4.2969 21.0163 0.2936 -0.0034 -0.0382
O 5.8131 6.7135 12.2596 0.0467 0.3322 -0.8287
O 2.6376 9.7171 16.725 -0.1004 -0.204 -0.2109
O 0.531 5.2681 16.4874 -0.0795 0.0057 0.0197
O 8.123 -2.2105 19.4417 0.1411 -0.0352 0.0913
O 11.4163 6.0144 20.7406 -0.2517 -0.4151 0.1115
O -1.4314 7.0276 15.7735 -0.0197 0.2906 -0.1149
O 2.6355 4.4251 19.7389 0.0772 -0.121 0.0007
O 9.7305 8.8817 13.7052 0.0091 -0.115 -0.6209
O -0.2045 2.8417 15.8359 -0.18 -0.0926 -0.0969
O 2.2047 3.9414 12.2953 -0.0597 -0.3315 -0.7927
O 6.564 7.5618 20.4134 -0.143 -0.0016 -0.1517
O -0.0117 -1.0261 -0.838 0.2166 0.5632 0.4731
O 4.2611 0.1197 -0.7572 -0.3532 -0.4319 0.5308
O -2.7789 3.1061 16.2024 0.1387 -0.1769 -0.146
O 4.3139 1.9336 15.2055 -0.2067 -0.3197 -0.4182
O 4.7609 7.8724 18.572 0.0323 -0.3786 0.1894
O 2.5735 9.6234 12.6498 0.0371 -0.3467 0.0942
O 2.2547 0.8137 16.447 0.1722 0.0457 0.0138
O 3.0761 -0.5349 21.38 -0.2356 -0.2612 0.0369
O 0.9183 3.0968 18.2376 0.0874 0.1078 0.025
O 7.4988 7.3321 17.8676 -0.0646 -0.0289 -0.0612
O 10.3449 4.7947 18.6955 -0.2681 -0.0587 0.2559
O 2.3898 3.4268 16.1721 -0.0283 -0.3356 0.1234
O 3.0889 -2.9149 23.1652 0.161 -0.0831 0.573
O 2.9479 7.0565 16.8913 0.1759 0.2579 -0.1447
O 11.2192 4.4211 23.0375 0.0723 0.1036 0.535
O 11.9599 3.4143 20.7988 -0.0447 0.18 0.0719
O 13.9975 -0.389 18.7971 -0.1113 0.1058 0.1159
O 4.4579 5.3157 17.9917 0.0132 0.137 0.273
O 7.9501 4.95 -1.6414 -0.1897 0.0072 0.0401
O 9.1711 6.9645 19.821 0.0236 -0.0505 -0.1565
O 7.3161 2.2831 -1.5232 -0.0262 0.0562 -0.0859
O 7.8885 4.419 18.5294 0.2197 -0.1791 0.031
O 6.4925 1.3992 19.0125 0.1481 0.3359 0.1783

Results
free energy: -47205.136 eV
free energy less fixed offsets of O -463.61, Si -117.95 eV per atom: -25.066 eV
pressure: -1.60 GPa
stress xx, yy, zz, yz, xz, xy (GPa, positive in tension): 0.39, 3.22, 1.19, -0.49, 0.19, -0.56
